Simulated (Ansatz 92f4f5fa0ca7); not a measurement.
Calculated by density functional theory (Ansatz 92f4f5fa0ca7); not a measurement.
Periodic cell of 414 atoms, Si266O148, from a study of silicon, its oxide and their interface. The atomic structure is a simulated model.
Doubt: the cutoff is far below the 930 eV that the study's wrapper takes by default for these files, so forces and energies are approximate.
This geometry differs little from another in the collection (a relaxation step or a small displacement).

Settings: functional PBE; potential files Ansatz PAW; basis plane waves; wave-function cutoff 580 eV; density cutoff ratio 5; exchange-correlation grid ratio 1; k mesh 1 x 1 x 1, Gamma-centred; self-consistency stop 5e-08 eV per atom in the density residual; occupations fixed; spin none; net charge 0.

Cell vectors (angstrom)
a	15.4687	0	0
b	0	12.8259	0
c	0	0	36.0643

Atoms and the computed forces on them: element, x, y, z (angstrom), force x, y, z (eV/angstrom)
Si	-0.0244	1.1627	33.39	0.0038	-0.0034	-0.0064
Si	3.8867	1.1679	33.3817	-0.0038	-0.0035	-0.0052
Si	7.7285	1.1716	33.3728	0.0024	-0.0014	-0.0077
Si	11.5932	1.1665	33.3836	0.0035	-0.0016	-0.006
Si	1.9338	7.5897	33.3993	-0.0004	0.0001	0.0016
Si	5.7974	7.5853	33.3955	-0.0032	0.0013	-0.0017
Si	9.6818	7.5877	33.3909	-0.003	0.003	0.0008
Si	13.527	7.5898	33.3922	0.0015	-0.0009	0.0035
Si	1.9336	5.247	33.7975	0.0696	0.1117	0.2333
Si	5.8008	5.247	33.7975	0.019	0.012	-0.1062
Si	9.6679	5.247	33.7975	-0.0217	0.0583	0.0309
Si	13.5351	5.247	33.7975	-0.0451	0.1043	0.0242
Si	0	11.6599	33.7975	-0.0938	0.1009	0.0931
Si	3.8672	11.6599	33.7975	0.0064	0.0297	-0.0743
Si	7.7343	11.6599	33.7975	0.1453	0.1036	-0.1553
Si	11.6015	11.6599	33.7975	-0.0749	0.0282	-0.254
Si	0	4.664	35.0342	0.0196	0.0329	-0.001
Si	3.8672	4.664	35.0342	-0.024	0.0372	0.0129
Si	7.7343	4.664	35.0342	0.0052	0.0175	-0.0049
Si	11.6015	4.664	35.0342	0.0046	0.0114	0.002
Si	1.9336	11.0769	35.0342	-0.003	0.0125	-0.0263
Si	5.8008	11.0769	35.0342	-0.0132	-0.0489	-0.0634
Si	9.6679	11.0769	35.0342	-0.0192	0.0212	-0.014
Si	13.5351	11.0769	35.0342	0.0316	-0.0403	-0.0456
Si	0	2.332	35.4464	-0.0559	0.039	0.0233
Si	3.8672	2.332	35.4464	0.0778	0.0172	-0.0013
Si	7.7343	2.332	35.4464	-0.0204	0.0215	-0.0559
Si	11.6015	2.332	35.4464	-0.0218	0.0296	-0.0011
Si	1.9336	8.745	35.4464	0.0169	0.0239	0.1452
Si	5.8008	8.745	35.4464	-0.0405	0.0152	0.1012
Si	9.6679	8.745	35.4464	0.0566	0.0141	0.0873
Si	13.5351	8.745	35.4464	-0.0478	0.0283	0.1019
Si	1.9336	1.749	0.6188	-0.0076	-0.0513	-0.0406
Si	5.8008	1.749	0.6188	-0.0028	-0.0114	-0.0038
Si	9.6679	1.749	0.6188	0.0072	-0.0293	-0.0196
Si	13.5351	1.749	0.6188	0.0075	-0.0286	-0.0055
Si	0	8.162	0.6188	0.0006	0.0003	-0.0011
Si	3.8672	8.162	0.6188	0.0119	0.0382	0.0194
Si	7.7343	8.162	0.6188	-0.0074	-0.0077	-0.0125
Si	11.6015	8.162	0.6188	0.0133	0.0173	0.023
Si	0	5.83	1.031	-0.0182	-0.0245	-0.0139
Si	3.8672	5.83	1.031	0.0251	-0.0001	0.0205
Si	7.7343	5.83	1.031	-0.0073	-0.0067	0.0043
Si	11.6015	5.83	1.031	-0.0086	0.0178	0.0278
Si	1.9336	12.2429	1.031	0.0102	-0.0155	-0.0048
Si	5.8008	12.2429	1.031	0.0086	-0.0061	-0.0102
Si	9.6679	12.2429	1.031	0.0283	-0.0246	-0.0067
Si	13.5351	12.2429	1.031	-0.0311	-0.0261	-0.0255
Si	1.9336	5.247	2.2678	-0.0239	0.0183	0.0332
Si	5.8008	5.247	2.2678	0.0081	0.0271	0.043
Si	9.6679	5.247	2.2678	-0.035	0.0131	0.0122
Si	13.5351	5.247	2.2678	0.0895	-0.0023	-0.0291
Si	0	11.6599	2.2678	-0.0391	-0.0451	-0.1614
Si	3.8672	11.6599	2.2678	0.0005	-0.0743	-0.2199
Si	7.7343	11.6599	2.2678	-0.0072	-0.0339	-0.1097
Si	11.6015	11.6599	2.2678	-0.0006	-0.0781	-0.2403
Si	1.9336	2.915	2.68	0.0051	0.0484	0.0488
Si	5.8008	2.915	2.68	0.0068	0.0384	0.0524
Si	9.6679	2.915	2.68	-0.0113	0.0288	0.037
Si	13.5351	2.915	2.68	-0.0056	0.0602	0.0599
Si	0	9.328	2.68	-0.0075	0.0128	0.0354
Si	3.8672	9.328	2.68	-0.0097	-0.0416	-0.0076
Si	7.7343	9.328	2.68	0.0045	-0.0039	0.0151
Si	11.6015	9.328	2.68	-0.0078	0.003	0.0315
Si	0.3106	0.3201	26.8382	-0.0033	0.033	-0.0117
Si	3.5006	0.4347	26.7056	0.0048	0.0126	0.0213
Si	8.0706	0.5986	26.534	0.0032	-0.1346	-0.0091
Si	11.2357	0.5124	26.5998	-0.0119	-0.0071	-0.0019
Si	1.5915	6.4166	26.8806	0.0382	0.0221	0.0104
Si	6.1974	6.4742	26.9389	-0.0048	0.027	-0.0194
Si	9.3599	6.5114	26.8955	0.0046	0.0058	-0.0111
Si	13.9523	6.4435	26.9532	-0.0178	0.0379	0.0069
Si	1.8851	4.1	27.1155	-0.0064	-0.0008	-0.0245
Si	5.8177	4.1866	27.2236	-0.0053	-0.0074	-0.012
Si	9.6992	4.2043	27.0939	0.0043	-0.003	-0.0101
Si	13.645	4.1767	27.4544	0.0057	-0.0204	-0.0005
Si	-0.0126	10.8054	27.064	-0.0077	-0.0222	-0.0153
Si	3.7621	10.257	27.3186	-0.0216	-0.0289	-0.0365
Si	8.0325	10.2954	26.5819	-0.1221	0.1154	-0.0218
Si	11.7157	10.2622	27.0308	0.0064	0.005	-0.0051
Si	0.0989	3.5467	28.5875	-0.0065	-0.0138	0.0217
Si	3.8404	3.6099	28.4012	0.0091	-0.006	0.0337
Si	7.784	3.5551	28.3926	-0.0011	-0.0106	0.0425
Si	11.5831	3.6153	28.4403	-0.0111	0.0045	0.0266
Si	1.7591	9.9681	28.428	0.0179	0.0122	0.0168
Si	5.6236	9.7588	28.5999	0.0693	0.0154	-0.0568
Si	9.7264	9.9024	28.2261	0.0064	0.0109	0.0243
Si	13.6198	10.044	28.3671	-0.0115	0.0113	0.0048
Si	0.0152	1.2559	28.9619	-0.004	-0.0109	-0.0078
Si	3.8414	1.2873	28.8593	-0.0202	-0.0038	-0.0217
Si	7.7521	1.2452	28.788	0.0102	0.0006	-0.0321
Si	11.5761	1.2733	28.813	0.0038	-0.01	-0.0227
Si	1.88	7.6328	28.8961	0.0071	-0.0195	-0.0008
Si	5.7585	7.4933	29.0346	-0.0012	-0.0228	0.0007
Si	9.6493	7.6519	28.9153	0.0027	-0.0185	0.0189
Si	13.59	7.7214	28.8907	0.0046	-0.0306	-0.0165
Si	1.953	0.622	30.1316	0.0001	-0.0087	0.0002
Si	5.8058	0.6209	29.9979	0.0086	0.0082	-0.0013
Si	9.6611	0.6251	30.0399	0.0011	0.0031	0.0086
Si	13.4993	0.6307	30.0562	0.0054	0.0013	-0.0041
Si	-0.0071	7.0602	30.1719	0.003	0.0002	0.0021
Si	3.783	6.9725	30.151	-0.0066	0.0016	-0.0141
Si	7.7508	7.0266	30.1874	0.005	-0.0016	-0.0056
Si	11.6231	7.0742	30.0739	-0.0054	0.0046	-0.0143
Si	0.0237	4.7403	30.5936	0.0031	0.0048	0.0029
Si	3.8146	4.6637	30.5166	-0.0029	0.0043	-0.0142
Si	7.7582	4.6915	30.4877	-0.007	-0.007	-0.0181
Si	11.5872	4.7397	30.5075	0.0024	-0.0016	-0.0061
Si	1.9205	11.1135	30.4973	-0.0048	0.0039	-0.0096
Si	5.8286	11.1243	30.4946	0.004	-0.0047	0.0152
Si	9.668	11.0995	30.3489	0.0005	-0.0016	-0.0206
Si	13.532	11.1351	30.4672	0.0024	0.0036	-0.0055
Si	1.9286	4.0633	31.7835	0.0058	0.0049	-0.0145
Si	5.8001	4.0996	31.7072	0.0065	-0.0045	-0.0152
Si	9.6696	4.0897	31.7377	-0.0007	0.0016	-0.0148
Si	13.5212	4.1017	31.732	-0.0037	-0.0074	-0.0145
Si	-0.0121	10.5397	31.7304	0.0029	0.0012	-0.0113
Si	3.8735	10.5117	31.716	-0.0139	-0.0065	-0.01
Si	7.7723	10.5304	31.7024	-0.0039	0.0033	-0.0094
Si	11.5802	10.5281	31.6787	0.0061	-0.0068	-0.0096
Si	1.9266	1.7423	32.1975	-0.0003	0.0003	-0.0001
Si	5.8074	1.7578	32.0999	0.0002	0.0063	0.0012
Si	9.6665	1.7487	32.1344	-0.0009	-0.0015	-0.0067
Si	13.5134	1.7671	32.1373	-0.0024	0.0055	-0.0022
Si	-0.0022	8.218	32.2017	-0.0006	-0.0043	-0.0053
Si	3.8626	8.1851	32.1689	0.0037	0.0016	-0.0052
Si	7.7398	8.206	32.2033	0.0032	-0.0088	-0.0084
Si	11.6055	8.2031	32.1455	0.0006	0.0032	-0.0078
Si	0	2.332	3.9167	0.0014	-0.0182	0.3171
Si	3.8672	2.332	3.9167	-0.0057	0	0.2372
Si	7.7343	2.332	3.9167	0.0369	-0.0416	0.2268
Si	11.6015	2.332	3.9167	-0.0245	-0.057	0.2521
Si	1.9336	8.745	3.9167	0.0651	-0.1458	-0.067
Si	5.8008	8.745	3.9167	-0.0309	-0.1034	-0.0002
Si	9.6679	8.745	3.9167	-0.0024	-0.1288	-0.0229
Si	13.5351	8.745	3.9167	0.0248	-0.116	0.1445
Si	1.9288	6.4035	4.3405	0.0019	-0.0026	-0.0072
Si	5.8029	6.4073	4.338	-0.0011	0.0004	-0.0059
Si	9.6657	6.4039	4.3366	0.0003	-0.0021	-0.0078
Si	13.5553	6.4049	4.3283	-0.0001	-0.0021	-0.0067
Si	-0.0139	12.8191	4.3112	0.0009	0.002	0.0001
Si	3.8652	12.8198	4.3017	0.0004	0.0012	0.001
Si	7.7323	12.8196	4.3182	-0.0015	0.0034	0.001
Si	11.6017	12.8168	4.2975	-0.0016	0.0034	0.0009
Si	0.0049	5.8046	5.5993	-0.0012	0.0012	0.0036
Si	3.8654	5.8073	5.565	-0.0004	0.0094	0.0044
Si	7.7316	5.8051	5.5822	0.001	0.0021	0.0054
Si	11.6199	5.7829	5.5253	0	0.0104	0.0044
Si	1.9275	12.214	5.5034	-0.0096	0.0025	0.0002
Si	5.7895	12.2181	5.5286	0.0093	0.0001	0.0019
Si	9.6797	12.2139	5.5174	-0.0071	0.0013	0.0042
Si	13.5185	12.1974	5.5223	0.0087	-0.0056	0.0033
Si	-0.0081	3.4787	6.0398	0.0009	0.0062	0.0025
Si	3.8691	3.4828	6.0252	0.0001	-0.0048	0.0029
Si	7.7381	3.4813	6.0184	0.0015	0.0026	0
Si	11.5945	3.4631	6.0338	-0.0009	-0.0073	-0.0013
Si	1.9589	9.8784	5.979	-0.0045	-0.0017	0.0143
Si	5.8017	9.886	5.9879	-0.0023	0.0022	0.013
Si	9.6737	9.8788	5.9858	0.0005	0.0018	0.012
Si	13.5533	9.8775	6.0134	-0.0045	0.0128	0.0124
Si	1.9395	2.9452	7.3138	0.0061	-0.0031	0.0071
Si	5.8116	2.9088	7.2843	-0.0026	0.0066	0.0016
Si	9.6529	2.9257	7.3221	0.0014	0.0027	0.0108
Si	13.5203	2.8599	7.3025	-0.0009	0.0066	0.0098
Si	0.0559	9.2427	7.2225	0.0105	0.0013	-0.0083
Si	3.8803	9.2749	7.2336	0.0038	-0.006	0.0011
Si	7.7332	9.2444	7.2034	-0.0026	0.0029	-0.0134
Si	11.5975	9.2626	7.2236	-0.0005	-0.0095	-0.0014
Si	0.0115	6.9144	7.6996	0.0016	-0.0082	0.0182
Si	3.8743	6.941	7.6377	0.0002	0.002	0.0012
Si	7.745	6.9248	7.669	0.0018	-0.0122	0.0175
Si	11.6672	6.9191	7.5705	-0.0058	0.0036	0.0006
Si	1.9024	13.4126	7.5155	0.0085	-0.0024	-0.0049
Si	5.7695	13.3789	7.5729	-0.0154	-0.0123	-0.0029
Si	9.6663	13.3898	7.5482	0.0131	-0.0053	-0.0069
Si	13.4967	13.332	7.5725	-0.0178	-0.0101	-0.0065
Si	1.9669	6.4027	8.9508	-0.0028	0.0141	-0.0093
Si	5.7877	6.3746	8.9199	-0.0001	0.0229	0.0001
Si	9.7601	6.3767	8.815	0.0009	0.0171	-0.0122
Si	13.5275	6.2599	8.9069	0.0003	0.0249	-0.0002
Si	-0.0044	12.6764	8.6727	0.0138	0.0077	-0.0013
Si	3.7931	12.7846	8.7281	-0.001	0.008	0.0051
Si	7.7304	12.6685	8.6629	-0.0016	0.012	0.0091
Si	11.558	12.7549	8.8032	-0.0026	0.0084	-0.0017
Si	2.0107	4.09	9.4661	-0.0194	-0.0008	-0.0042
Si	5.8272	4.0104	9.42	0.0068	-0.0037	-0.0075
Si	9.7329	4.0795	9.4655	-0.0202	-0.0064	-0.003
Si	13.4921	3.9123	9.464	0.0046	-0.0083	-0.0113
Si	0.1392	10.3993	9.2794	-0.0152	-0.005	-0.0247
Si	3.8322	10.5123	9.2611	-0.0034	0.0163	-0.0395
Si	7.6913	10.3859	9.2594	0.0058	0.0135	-0.0173
Si	11.5045	10.4804	9.2634	0.0029	0.0202	-0.0377
Si	0.0259	3.757	10.7371	0.0125	0.0031	0.0003
Si	3.9505	3.3429	10.7066	0.0084	-0.0013	0.0097
Si	7.7721	3.8255	10.8149	0.0193	-0.0049	0.0046
Si	11.5735	3.2071	10.7879	-0.0101	0.0019	0.0086
Si	2.0735	9.9127	10.7278	0.0231	0.0012	0.0265
Si	5.7314	10.0618	10.5615	-0.0024	0.0086	0.0319
Si	9.5711	9.9068	10.5995	-0.0111	-0.0035	0.0292
Si	13.5493	9.9186	10.2699	-0.0003	0.0088	0.0212
Si	0.5406	0.9709	11.5355	-0.0068	-0.0027	0.0127
Si	3.6141	1.0356	10.7938	0.0017	-0.0053	-0.0105
Si	8.341	0.9682	11.5442	-0.005	0.0108	-0.0027
Si	11.4375	0.8577	10.9743	-0.0018	-0.0066	-0.001
Si	2.2884	7.5799	11.0226	-0.0104	-0.0248	0.0069
Si	5.4229	7.73	10.87	0.0207	-0.0337	0.0002
Si	10.0797	7.6097	10.8018	-0.0184	-0.0249	0.0067
Si	13.2086	7.6674	10.7851	0.0388	-0.0285	-0.0159
O	11.6499	7.433	11.2949	-0.0165	0.0028	0.0004
O	3.8935	7.3281	11.4175	-0.0088	0.011	-0.0015
O	0.0294	6.7248	26.4043	-0.0215	0.0002	-0.0097
O	7.7693	6.7336	26.4898	-0.0058	-0.0057	0.0012
O	9.669	0.841	26.2231	-0.0295	-0.0258	0.0107
O	1.8889	0.5779	26.3947	-0.0014	0.0001	-0.0087
O	9.9326	13.4235	11.6601	0.0024	0.0035	-0.0031
O	2.1511	13.5122	11.5238	0.0045	0.001	-0.0018
O	4.8666	13.3721	11.7374	-0.0007	0.0013	-0.0021
O	1.3578	7.0392	12.2944	0.0081	0.0093	-0.0093
O	8.0807	2.5465	11.8061	-0.0035	-0.01	-0.0038
O	7.4211	12.9572	12.5892	-0.0064	-0.0013	-0.0031
O	15.2137	12.8176	12.5716	0.0021	0.0041	-0.0051
O	6.5328	7.383	12.0252	-0.0001	0.0003	-0.0088
O	2.446	10.6598	12.196	-0.0091	-0.0089	-0.0151
O	5.8026	10.9243	12.0075	0.0005	-0.0108	-0.0161
O	-0.226	5.0411	11.7086	-0.0048	-0.0023	0.0008
O	14.1849	7.4117	12.0865	-0.0005	0.0016	0.0057
O	9.2239	10.699	12.0442	0.001	-0.0058	-0.0113
O	4.29	3.7006	12.3075	-0.0041	-0.0035	-0.0056
O	11.4328	3.6122	12.4105	0.0021	-0.0023	-0.0083
O	13.7698	10.701	11.7067	0.0051	0.0033	0.0024
O	12.5681	13.0508	12.0178	-0.004	0.0076	-0.0059
O	7.4475	4.9302	11.9953	-0.001	-0.0019	-0.0028
O	13.7875	3.4149	25.9961	0.0024	0.0088	-0.0198
O	9.7483	3.5785	25.5497	-0.0006	0.0088	-0.0129
O	11.9303	9.2258	25.761	0.0022	0.0189	0.0035
O	8.0696	9.5662	25.1196	-0.0005	0.0186	0.011
O	5.3067	6.9945	25.6607	0.0131	-0.0103	0.0064
O	7.1077	1.3911	25.4691	0.0147	-0.0122	-0.0092
O	12.9394	6.7696	25.7067	0.0102	-0.0017	-0.0007
O	3.8437	9.1777	26.0997	0.0052	0.0088	0.0054
O	14.7772	0.9486	25.6658	0.0178	-0.0185	0.0098
O	4.3792	1.2387	25.5814	-0.002	0.0005	-0.0106
O	2.6205	6.8828	25.6856	0.0009	-0.0041	-0.0109
O	1.8096	3.361	25.6143	0.0026	0.0037	0.006
O	10.2826	7.1684	25.6957	-0.0137	-0.0056	0.002
O	12.1447	1.3546	25.5323	-0.0173	-0.0149	0.0056
O	5.6804	3.5617	25.683	0.0014	0.0017	-0.0014
O	-0.0762	10.2939	25.4777	-0.0002	0.0044	0.0029
Si	1.6737	10.4681	17.7765	-0.0013	0.0066	0.0008
Si	8.5741	1.9377	21.773	0.0026	-0.0063	0.0058
Si	13.853	11.5831	22.1441	0	0.0031	0.0004
Si	5.6823	2.0633	25.0352	-0.0019	-0.0008	0.0021
Si	0.7995	0.4916	22.7541	0.0002	0.0008	0.0059
Si	7.9128	8.1421	14.7511	-0.0009	-0.0034	-0.0037
Si	11.6991	5.6551	16.0256	-0.0026	0.0005	0.0001
Si	10.9832	10.5326	22.2713	-0.0056	0.0012	0.0047
Si	12.8485	1.2168	15.7176	0.0054	0.0003	-0.0014
Si	8.3173	11.7281	21.4863	-0.0036	0.0002	0.0026
Si	2.9136	8.8968	19.9159	0.0027	0.0004	-0.005
Si	15.115	12.8405	17.2646	0.0027	0.0018	-0.0023
Si	0.5189	10.6154	23.9868	0.0017	-0.0011	0.0117
Si	12.8329	11.9614	19.3026	0.0005	0.0036	-0.0008
Si	-0.1268	6.3814	12.5875	-0.0014	0.0026	0.0073
Si	14.4833	6.6418	15.547	0.0041	-0.004	-0.0062
Si	11.3549	3.2694	14.0047	0	-0.0014	-0.003
Si	4.1698	3.5518	13.9311	0.0041	0.0061	-0.0003
Si	11.1641	10.1342	17.4024	-0.0012	0.0017	0.0007
Si	8.7672	6.4692	22.5689	-0.0006	-0.0039	0.0186
Si	4.0092	13.2499	14.8594	0.0003	0.0039	0.003
Si	6.2923	3.8949	16.1855	-0.0017	0.001	-0.0022
Si	1.7857	3.3426	23.9781	-0.001	0.0028	0.0023
Si	9.1069	2.3738	15.9214	-0.0004	-0.0022	-0.0035
Si	1.2045	8.5436	15.4908	0.0018	-0.0069	-0.0009
Si	2.6697	1.3468	20.4405	-0.0045	0.0036	-0.0047
Si	3.6745	4.2245	17.5876	0.0001	-0.002	-0.002
Si	2.4189	5.7258	19.7018	0.0018	0.0014	0.0007
Si	11.2834	1.721	20.315	0.0023	-0.0009	-0.0015
Si	3.9911	12.5599	17.9361	0.0008	-0.0043	0.002
Si	13.7591	12.0531	12.5781	0.0013	-0.0064	0.005
Si	1.0772	5.7712	22.3162	0.0051	0.0008	0.0016
Si	7.0971	6.019	18.2804	-0.0011	0.0028	-0.007
Si	15.1534	5.059	18.2536	0.0023	-0.0043	-0.0034
Si	12.1739	11.2556	14.9416	0.0074	0.0001	-0.0014
Si	8.5193	9.5048	23.5592	-0.0073	0.0075	0.0208
Si	3.279	6.1437	15.1899	-0.0034	-0.0022	0.0027
Si	1.1822	2.5468	18.2245	-0.0011	-0.0022	-0.003
Si	3.9366	7.7802	25.3098	-0.0056	-0.0051	0.0021
Si	9.4549	10.5083	13.6578	0.0025	-0.002	0.0034
Si	4.9519	8.651	15.0558	0.0032	-0.0025	0.0007
Si	9.4732	7.4904	17.2443	-0.0022	0.0017	0.0007
Si	2.5669	8.5018	22.9211	-0.0007	-0.0029	0.0046
Si	2.6847	10.5978	13.8237	-0.0026	-0.0024	0.0071
Si	5.4887	8.7329	18.1743	0.0012	0.0001	0.0043
Si	4.5161	3.0089	22.4278	-0.001	-0.0035	0.0055
Si	8.8177	12.0253	16.2479	-0.0032	0.0023	0.0006
Si	11.497	7.6076	21.9585	0.0014	0.0016	0.008
Si	11.7299	7.7161	25.1745	-0.0045	-0.0053	-0.0005
Si	13.7506	5.6562	20.9484	0.002	-0.0056	-0.0027
Si	6.809	4.4805	21.0218	0	-0.001	-0.008
Si	12.6147	3.1813	22.6459	0.0036	-0.0049	0.0095
Si	7.7487	6.4212	12.519	0.0041	0.0021	-0.0001
Si	13.6044	2.0111	25.2227	-0.0025	0.0003	-0.0016
Si	9.8569	3.8669	23.9492	-0.0016	0.0017	0.0095
Si	11.4744	3.2115	17.6921	0.0004	-0.0007	-0.0004
Si	5.8703	12.4445	12.6265	0.0077	0.0104	0.0044
Si	6.8505	11.359	18.5908	-0.0009	-0.0026	-0.0048
O	3.5351	5.5919	16.7011	-0.0003	0.0008	-0.0015
O	12.8641	6.7407	15.6833	-0.0035	0.0015	-0.0021
O	-0.5261	5.6923	16.7808	-0.0019	-0.0002	-0.0006
O	0.3878	11.3636	17.2689	0.0015	-0.0035	-0.0025
O	2.4236	3.1835	17.3542	-0.0001	0.0014	-0.001
O	9.9466	11.4524	21.3824	0.0023	-0.0006	-0.0051
O	4.8739	8.8872	16.6684	-0.0014	0.0005	-0.005
O	0.9162	4.6412	23.48	0.0003	-0.0048	-0.0066
O	12.5601	2.2024	14.4208	-0.0006	0.0025	-0.0031
O	13.8881	12.6768	18.3073	0.0001	-0.001	-0.0022
O	7.522	3.0116	21.1414	-0.0031	0.0014	-0.0041
O	8.006	0.4179	22.0759	-0.0008	0.001	-0.0065
O	12.2128	10.1138	16.1213	-0.0009	0.0019	-0.0038
O	6.7412	9.7401	18.4347	-0.0012	0.0002	-0.0048
O	13.7042	11.352	20.5405	-0.0003	0.0003	-0.0008
O	11.0339	10.8118	13.8751	-0.0029	0.0001	-0.0038
O	11.8765	12.7286	15.6004	-0.0021	-0.0006	-0.0001
O	6.4844	8.9016	14.571	-0.0013	0.0003	-0.0014
O	10.4939	8.674	17.7731	-0.001	-0.0026	-0.0035
O	12.6436	6.8311	21.1171	-0.0013	0.002	-0.0043
O	3.3051	3.525	23.3987	0.0015	-0.0024	-0.0094
O	3.8901	2.0196	21.2873	0.001	0.0024	-0.0019
O	1.7287	9.8836	19.319	-0.0015	-0.0004	-0.0008
O	1.6429	7.1819	22.8416	0.0002	-0.0001	-0.0076
O	6.8081	4.9032	19.4401	-0.0018	-0.0047	0.0044
O	11.4229	3.9248	23.4834	-0.0013	0.0001	-0.01
O	11.7676	13.1175	19.7232	-0.0002	0.0003	-0.0009
O	1.395	9.7613	14.4094	0.0043	0.0072	-0.0083
O	11.551	2.9701	19.293	-0.0003	-0.0014	0
O	12.2981	11.4312	22.7129	0.0007	-0.0005	-0.0083
O	2.113	5.1783	21.2004	-0.0012	0	-0.0032
O	3.0958	4.7621	14.3077	0.0008	0.0003	-0.0008
O	5.326	4.248	21.7056	-0.0005	-0.0001	-0.0075
O	3.0299	11.317	17.5404	0.002	0.0029	-0.0037
O	12.007	10.7065	18.6687	-0.0023	-0.0028	-0.0039
O	17.4532	7.1401	15.158	-0.0006	0.0019	-0.0008
O	14.6796	13.0094	22.3583	0.0002	-0.0002	-0.0039
O	8.2902	8.1431	16.3266	0.0011	0.0001	0.0007
O	9.1427	2.6304	23.1457	0.0013	0.001	-0.0096
O	1.0945	1.957	23.427	0.0004	0.0012	-0.0089
O	9.0855	8.9504	13.9599	-0.0001	0.0004	-0.005
O	11.8138	7.6171	23.5612	-0.0006	-0.0003	-0.0158
O	10.1014	9.9822	23.5485	0.0001	-0.0019	-0.0112
O	1.1568	12.1248	23.827	-0.0013	-0.0012	-0.0128
O	1.7697	0.3794	21.4227	-0.0005	0.001	-0.0011
O	3.9336	8.0983	23.7158	0.0065	0.0013	-0.0118
O	9.934	3.0894	17.1442	0.0002	0.0001	-0.0033
O	5.3832	12.6346	14.1798	-0.0049	0.0002	0.001
O	9.1774	5.3375	23.6905	-0.0015	0.0038	-0.0108
O	13.3222	4.2728	21.6824	0.0001	0.0044	-0.0103
O	6.8891	5.2956	16.8097	0.0021	-0.0003	-0.0012
O	3.6361	4.7959	19.1231	0.0003	0	-0.0001
O	15.0918	8.1579	15.6149	-0.0063	0.0004	-0.0021
O	4.5299	7.0961	14.7193	0.0012	0.0025	-0.0016
O	8.2757	7.9333	23.1313	0.0025	0.0047	-0.0118
O	5.3906	12.0748	18.6019	-0.0028	0.0006	-0.0031
O	5.9947	7.2117	18.4476	-0.0009	0.0009	-0.0023
O	14.0047	5.4353	19.3472	-0.0028	0.0015	0.0004
O	1.1244	5.5943	18.7464	0.0003	-0.0014	-0.0022
O	4.005	9.7182	14.2586	-0.0007	0.0021	-0.0017
O	11.5655	4.709	14.7199	-0.0003	-0.0019	-0.0023
O	9.9752	11.1682	17.0046	0.0028	-0.0017	-0.0026
O	15.2832	3.4329	18.1061	-0.0024	0.001	-0.0035
O	5.5768	3.9601	14.6992	-0.0021	-0.0009	-0.0029
O	7.5332	11.9298	17.2288	-0.0014	0.0006	-0.002
O	2.9739	9.1797	21.51	-0.0005	0.003	-0.003
O	0.8214	1.0566	17.6842	-0.0005	-0.0002	-0.0011
O	1.6382	2.4587	19.8015	0.003	-0.0028	-0.001
O	9.1586	13.5979	16.1174	0.0008	0.003	-0.0019
O	10.3269	6.4634	16.3184	0.0001	0.0023	-0.0026
O	7.5652	5.7468	21.7393	-0.0008	0.0011	-0.0063
O	14.3997	0.6662	15.9156	-0.0029	0.0001	-0.0037
O	11.445	9.1745	21.4598	0.0006	-0.0025	-0.0069
O	7.549	2.863	16.0072	0.0024	-0.001	-0.0023
O	14.7765	10.4414	22.8845	0.0005	-0.001	-0.0061
O	13.5446	11.486	14.0957	-0.0035	-0.002	0.0024
O	1.7419	9.0941	16.9127	0.001	-0.0042	-0.0033
O	4.3489	9.2137	19.2317	-0.0007	0.0009	-0.004
O	12.0335	4.7061	17.327	0.0008	0.0018	-0.0033
O	8.6329	6.647	18.3852	0.0006	0.0003	-0.0038
O	8.5988	11.4228	14.7264	-0.0001	0	-0.0025
O	7.8325	6.62	14.1391	-0.001	0.0022	0.0003
O	13.6629	2.4564	23.6611	0.0014	0.0023	-0.0178
O	15.1202	6.1516	21.6536	-0.0025	0.0006	-0.0062
O	10.0944	6.8062	21.663	0.0012	0.0016	-0.0112
O	2.7046	7.3094	19.7041	-0.0023	-0.0025	0.0005
O	12.4188	2.071	17.0253	-0.0031	0.0026	-0.0003
O	12.0585	1.9787	21.7111	-0.0023	0.0006	-0.0059
O	7.6544	11.6469	19.9896	0.0017	0.0004	0
O	7.7474	10.5586	22.5282	0.0015	-0.0076	-0.0024
O	5.5631	2.1906	23.4094	-0.0034	0.004	-0.0136
O	3.3012	0.59	19.1427	-0.0003	0.0003	-0.0019
O	15.0184	5.9958	14.1371	-0.0027	-0.0004	-0.0013
O	1.7315	9.5825	23.781	-0.0095	0.0084	-0.0048
O	5.0787	3.4472	17.2265	0.0007	0.0002	-0.0011
O	2.8372	12.1462	14.4096	0.0013	-0.0009	-0.0029
O	9.6934	1.6986	20.614	-0.0017	0.0007	-0.0029
O	3.7377	1.9915	14.3415	-0.0004	-0.006	-0.0018
O	4.1933	13.33	16.492	-0.0006	0.0022	-0.0073
O	9.8784	2.71	14.4975	0	0.0014	0.0005
O	7.7673	11.8609	26.238	0.0609	0.002	0.035
O	-0.1115	0.7658	10.0565	-0.0021	0.0043	0.0013
O	6.7225	-3.071	27.3586	0.0265	0.0439	-0.0045
O	3.9574	11.7032	26.5598	0.0029	0.0042	-0.0014
O	9.2002	6.8474	11.9436	-0.0061	0.0043	-0.0035
O	15.7006	2.5403	11.8513	-0.0018	-0.004	-0.002
O	7.7473	0.7412	10.0518	0.0055	-0.0067	0.0065
O	11.5772	-1.0685	26.3439	0.0004	0.0218	-0.0056

Results
free energy: -253275.131 eV
free energy less fixed offsets of O -568.88, Si -635.61 eV per atom: -8.631 eV

The program warned: the cutoff lies below the one the program advises for these potential files; the exchange-correlation potential is rough where the density is thin.
